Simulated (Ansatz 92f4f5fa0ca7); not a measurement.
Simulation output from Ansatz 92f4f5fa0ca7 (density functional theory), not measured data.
Periodic cell of 234 atoms, Si128O62H32N12, with a vacuum gap, from a study of silicon, its oxide and their interface. The atomic structure is a simulated model.

Settings
functional: r2SCAN
potential files: Ansatz PAW
basis: plane waves
wave-function cutoff: 800 eV
density cutoff ratio: 5
exchange-correlation grid ratio: 1
k mesh: 1 x 1 x 1, shifted by 0.5 0.5 0 of a step
self-consistency stop: 1e-11 eV per atom in the density residual
occupations: fixed
spin: none
net charge: 0
applied field: sawtooth along c, amplitude -0.015 V/angstrom in the program's sign convention, ramp centred at 0.9879 of c and 0.0242 of c wide, no dipole correction

Cell vectors (angstrom)
a, 10.8904, 0, 0
b, 0, 10.8904, 0
c, 0, 0, 41.3939

Atoms: element, x, y, z (angstrom)
Si, 2.0015, -0.4158, 27.8965
Si, 4.6576, 2.1219, 27.8787
Si, 1.5324, 5.3372, 27.6632
Si, 5.05, -3.7632, 27.5835
Si, -4.1465, -0.1527, 27.6885
Si, -1.4213, 2.5813, 27.5706
Si, 7.3924, 4.8821, 27.859
Si, -0.7263, -3.3688, 27.7292
Si, 3.1851, 0.9825, 29.2912
Si, 5.9879, 3.5416, 29.1628
Si, 3.2631, -4.6149, 28.9536
Si, 5.8779, -1.9464, 28.9565
Si, -2.4775, 0.9796, 28.973
Si, 0.3566, 3.6211, 28.8654
Si, 8.7012, 6.3248, 29.1426
Si, 0.5359, -1.8634, 29.0249
Si, 1.6973, 2.3389, 30.4068
Si, 4.525, 4.9113, 30.3991
Si, 1.9143, -3.2283, 30.3752
Si, 4.5565, -0.5643, 30.4211
Si, 7.2774, 2.2239, 30.5635
Si, 10.0448, 4.9325, 30.435
Si, 7.2874, 7.7123, 30.3976
Si, -0.9505, -0.4421, 30.2478
Si, 0.3808, 0.8883, 31.7001
Si, 3.1449, 3.5982, 31.7755
Si, 0.5511, 6.2863, 31.7421
Si, 3.183, -1.8616, 31.7821
Si, 5.9131, 0.7889, 31.8015
Si, 8.667, 3.6084, 31.818
Si, 5.9025, 6.3153, 31.7222
Si, 8.6625, -1.8222, 31.7179
Si, 1.2845, -1.3678, 9.7095
Si, 4.0909, 1.3633, 9.5369
Si, 1.3816, 4.0179, 9.6416
Si, 4.1273, -4.0747, 9.551
Si, 6.859, -1.4145, 9.6579
Si, -1.3517, 1.3454, 9.6431
Si, 6.8045, 4.0691, 9.7388
Si, -1.3797, 6.7518, 9.6139
Si, 2.6653, 0.1401, 10.889
Si, 5.418, 2.6049, 11.0079
Si, 2.8057, 5.4293, 10.8638
Si, 5.495, -2.8134, 10.9747
Si, -2.666, -0.0383, 11.0167
Si, 0.0264, 2.6405, 11.041
Si, 8.1852, 5.474, 11.0757
Si, -0.0791, -2.846, 11.0445
Si, 1.4006, 1.3446, 12.5111
Si, 4.0559, 4.043, 12.2732
Si, 1.4363, -4.2243, 12.2718
Si, 4.0896, -1.2586, 12.008
Si, -4.0655, 1.2678, 12.4009
Si, -1.3119, 4.0626, 12.3485
Si, 6.7424, -4.186, 12.5371
Si, -1.4614, -1.4873, 12.4494
Si, 0.4041, -0.5718, 13.6243
Si, 2.4943, 3.1576, 13.8047
Si, 0.2785, -5.698, 13.7232
Si, 2.7472, -2.5971, 13.2949
Si, 5.4338, -0.2079, 13.6225
Si, -2.8435, 2.8381, 13.646
Si, 5.6403, 4.9177, 13.761
Si, -3.2563, -2.4501, 13.8963
Si, 0.5278, -10.5241, 16.2408
Si, -1.2798, -5.8665, 21.3612
Si, 9.4353, 2.4559, 16.3121
Si, 7.2512, -6.7361, 16.1587
Si, -4.1416, 6.2778, 25.3562
Si, 2.0958, -1.8291, 15.9699
Si, 0.1001, 5.7072, 23.8261
Si, -1.6726, -4.2503, 15.7635
Si, -2.612, -1.9041, 25.5815
Si, 12.0191, -4.251, 20.2744
Si, 4.2415, -0.0271, 25.9515
Si, 1.0664, -6.891, 16.4733
Si, 5.0559, 5.9225, 16.5215
Si, 5.3373, -2.4403, 24.9081
Si, 6.5938, -5.4551, 20.9911
Si, 0.5423, 12.2051, 25.7734
Si, 2.1964, 0.0623, 23.6943
Si, -5.9082, -4.39, 23.0432
Si, -1.9821, 4.1708, 25.1995
Si, 2.8769, 5.2999, 18.4362
Si, 3.0228, 2.3671, 18.2876
Si, 0.7002, -4.0138, 17.483
Si, 3.4964, 1.3317, 15.7001
Si, 2.8067, 4.4034, 22.8797
Si, 4.9179, -2.4157, 15.3339
Si, -0.7519, 10.5952, 23.5318
Si, 5.4821, -6.7619, 18.7089
Si, -4.7638, -8.2892, 21.0933
Si, 2.803, -7.353, 25.7026
Si, 3.189, 1.8386, 21.255
Si, -2.1184, 2.3625, 22.5634
Si, 1.0156, 8.3659, 22.9281
Si, 1.7815, -0.4879, 33.0637
Si, 4.5181, 2.1855, 33.0891
Si, 1.8461, 4.9506, 33.1706
Si, 4.5507, 7.6579, 33.1089
Si, 7.2956, -0.5299, 33.1474
Si, -0.9083, 2.2088, 33.1455
Si, 7.2607, 4.9574, 33.1084
Si, 10.0302, -3.2266, 33.0501
Si, 3.1651, 0.8336, 34.4443
Si, 5.906, 3.5501, 34.4403
Si, 3.2094, 6.3198, 34.4932
Si, 5.9195, -1.9067, 34.4778
Si, -2.2607, 0.8495, 34.495
Si, 0.4725, 3.5509, 34.4855
Si, 8.6602, -4.5865, 34.4326
Si, 0.4696, -1.8778, 34.4422
Si, 1.3606, 1.3409, 6.9374
Si, 4.1053, 4.0956, 6.9073
Si, 1.353, 6.8238, 6.9532
Si, 4.0663, -1.367, 6.9154
Si, 6.796, 1.3669, 6.9551
Si, -1.3731, 4.0774, 6.9292
Si, 6.8336, -4.0984, 6.9273
Si, -1.3581, -1.3668, 6.9151
Si, -0.0155, -0.0248, 8.2868
Si, 2.7398, 2.7315, 8.2262
Si, 0.0089, 5.402, 8.291
Si, 2.6953, -2.6866, 8.3111
Si, 5.462, -0.053, 8.2827
Si, 8.1568, 2.7345, 8.3258
Si, 5.493, 5.4079, 8.2799
Si, 8.1982, -2.7385, 8.2664
O, -1.1185, -5.0747, 22.7588
O, -12.1668, 3.4145, 21.6341
O, 12.0938, -0.8905, 16.9997
N, 1.6856, -1.6144, 14.2818
N, 8.4464, 3.8247, 26.8549
O, 3.5488, 2.7897, 15.0173
N, 1.4021, 5.2959, 17.526
O, -1.5263, 8.1004, 26.4179
O, 1.353, -3.3303, 21.5703
O, 1.899, 0.9735, 15.5564
O, 1.6338, -3.3042, 16.3811
O, 0.8027, 7.5348, 18.9631
N, 1.3494, -6.7305, 14.7029
O, -2.4475, -2.9437, 15.2315
O, -1.8466, -1.0571, 24.4373
O, -0.5612, -4.6902, 14.6822
O, 5.2534, 10.0241, 25.0377
O, 0.8781, 0.4141, 27.0621
O, 3.2769, 0.6356, 24.7947
O, 0.4289, -4.4216, 27.2367
N, 3.7782, -7.0396, 18.6243
O, 4.5344, -3.1677, 26.1366
O, 2.2663, 4.9609, 26.2446
O, 3.8774, 6.246, 17.5693
O, 8.0012, -7.9807, 16.917
O, 5.7079, -3.4976, 16.2492
O, 3.6953, 5.7005, 22.5252
O, 2.2229, -1.56, 23.463
O, 0.6082, -3.6441, 24.0633
O, 3.8842, -9.4884, 17.279
N, -4.581, -4.9106, 27.001
O, -0.5783, 1.2721, 17.0157
O, 2.4905, 0.7787, 22.26
N, 6.8438, 3.8142, 14.4915
O, 4.5117, 0.4715, 14.803
O, 15.5434, 8.0075, 23.515
O, 8.1789, -5.4203, 16.0519
O, 6.1971, 2.8634, 19.4644
O, 3.7237, -1.6395, 16.1957
O, 4.8079, 1.7204, 21.3916
O, -0.4548, 4.7688, 25.0398
O, -0.9275, 1.9104, 26.1273
O, 1.7255, 2.7758, 17.3703
O, 2.7293, 1.5998, 19.698
O, -5.3274, -5.1249, 24.3673
O, -3.4696, 1.9268, 21.761
O, 2.5261, 5.8959, 19.9022
O, -0.8615, -3.9246, 17.112
O, 6.0971, -6.8061, 21.7684
O, 3.9426, -3.1957, 14.2682
N, 5.378, 0.7861, 27.0142
O, -5.1095, 5.4583, 19.6037
O, -0.3626, -0.1324, 14.9962
N, 0.6179, 0.3926, 24.3445
O, 8.1837, -5.4605, 20.7109
N, 6.9828, -2.9237, 25.066
O, 3.938, 2.9955, 26.6979
O, 1.2944, 4.8766, 23.1321
O, 2.7792, -7.5438, 21.6682
O, -0.5314, -7.1222, 16.4709
O, 1.5332, 2.565, 25.6986
O, -2.8422, 5.4959, 24.9117
O, 4.7135, 5.3721, 15.0363
O, 3.388, 3.6931, 24.2125
O, -0.0497, 5.5194, 20.4352
O, -2.3296, 3.0788, 24.0219
N, 5.9753, 4.6125, 17.1554
O, -1.8273, -8.7432, 14.7606
O, 3.1801, -0.9053, 26.843
O, 10.7173, -1.4709, 22.5696
O, 7.6844, -0.723, 26.5004
O, -4.7653, -4.2304, 21.9082
O, -1.3892, 0.9357, 22.7155
N, 6.1907, -1.5467, 14.4745
H, 2.3445, 1.6566, 35.3767
H, 3.9874, 0.0123, 35.3767
H, 5.0982, 4.3857, 35.3727
H, 6.7302, 2.7307, 35.3727
H, 4.0231, 5.4899, 35.4257
H, 2.3723, 7.126, 35.4257
H, 5.094, -1.0886, 35.4102
H, 6.7484, -2.7214, 35.4102
H, -3.0871, 1.6667, 35.4275
H, -1.4426, 0.024, 35.4275
H, 1.2881, 2.7229, 35.418
H, -0.3546, 4.3673, 35.418
H, 9.4611, -5.4287, 35.3651
H, 7.8271, -3.7762, 35.3651
H, -0.3569, -1.0607, 35.3746
H, 1.2901, -2.7009, 35.3746
H, 2.1812, 0.5179, 6.005
H, 0.5451, 2.1689, 6.005
H, 4.913, 3.26, 5.9749
H, 3.2916, 4.9255, 5.9749
H, 0.5325, 7.6469, 6.0207
H, 2.1901, 6.0176, 6.0207
H, 3.244, -0.5457, 5.9829
H, 4.8917, -2.1851, 5.9829
H, 7.6223, 0.5497, 6.0227
H, 5.9718, 2.1863, 6.0227
H, -0.5459, 3.261, 5.9967
H, -2.174, 4.9196, 5.9967
H, 6.0048, -3.2837, 5.9949
H, 7.6668, -4.9087, 5.9949
H, -0.5316, -2.1839, 5.9826
H, -2.1761, -0.5413, 5.9826

Results
free energy: -122374.542 eV
free energy less fixed offsets of H -15.71, N -386.36, O -570.45, Si -639.56 eV per atom: -3.922 eV

Forces (eV/angstrom), in the order of the atoms: element, x, y, z
Si, 0.0003, 0.0103, -0.0379
Si, -0.0064, 0.0057, -0.037
Si, 0.0048, -0.0047, -0.0409
Si, -0.0057, -0.0002, -0.0431
Si, 0.0074, -0.0075, -0.0343
Si, -0.0005, -0.0069, -0.0385
Si, 0.0017, -0.0041, -0.039
Si, -0.0054, -0.0004, -0.0334
Si, -0.0011, -0.0106, -0.0146
Si, 0.0062, -0.0005, -0.0068
Si, -0.0008, 0.0015, -0.0093
Si, -0.0039, 0.0036, -0.008
Si, -0.0065, -0.0033, -0.0132
Si, -0.0021, -0.0031, -0.0097
Si, -0.0007, -0.0079, -0.0116
Si, 0.0086, 0.0105, -0.0107
Si, 0.0002, 0.0056, 0.0107
Si, -0.0175, -0.0003, 0.0138
Si, -0.0017, -0.004, 0.0015
Si, 0.0141, -0.0016, 0.0091
Si, 0.0068, -0.0059, -0.0001
Si, -0.0065, -0.0038, 0.0053
Si, 0.0005, 0.0124, 0.0112
Si, -0.009, -0.0004, 0.0061
Si, 0.0192, -0.0117, 0.0175
Si, -0.0104, -0.0077, 0.011
Si, 0.0077, 0, 0.0227
Si, -0.0121, -0.0042, 0.0166
Si, 0.0125, 0.0037, 0.0139
Si, -0.0051, -0.0033, 0.0136
Si, 0.0229, -0.0056, 0.0171
Si, -0.0064, 0.0021, 0.0111
Si, -0.0004, -0.0094, -0.0291
Si, -0.0037, 0.0031, -0.0091
Si, -0.0046, 0.0094, -0.0153
Si, -0.004, -0.0011, -0.0045
Si, -0.0156, 0.0107, -0.0213
Si, -0.0082, -0.0074, -0.0077
Si, 0.0033, -0.0001, -0.0352
Si, 0.0011, 0.0038, -0.0059
Si, 0.0126, 0.0092, -0.0132
Si, -0.0211, -0.0073, -0.0168
Si, 0.0026, 0.0024, -0.0054
Si, -0.0056, -0.0085, -0.0094
Si, 0.0091, -0.0029, -0.009
Si, 0.0104, -0.0095, -0.0055
Si, 0.0055, 0.0182, -0.0102
Si, -0.0071, -0.006, -0.0083
Si, -0.0062, -0.0056, 0.0177
Si, -0.0112, -0.0001, 0.0208
Si, 0.0006, -0.0006, 0.0159
Si, 0.0014, -0.0019, 0.0207
Si, 0.0078, -0.0007, 0.0155
Si, -0.0012, -0.0089, 0.0157
Si, 0.0008, -0.0024, 0.0164
Si, 0.0001, -0.0022, 0.0152
Si, -0.0077, 0.0041, -0.0428
Si, 0.0206, -0.0211, -0.0587
Si, -0.0105, 0.0123, -0.0492
Si, 0.0098, 0.0014, -0.0312
Si, -0.0045, -0.0036, -0.0426
Si, -0.0029, 0.0031, -0.0417
Si, 0.0013, 0.0109, -0.0589
Si, 0.007, -0.0111, -0.0508
Si, -0.0048, -0.0077, -0.0743
Si, 0.0045, 0.0201, -0.1009
Si, -0.0023, -0.0084, -0.0715
Si, 0.0179, -0.0097, -0.0923
Si, 0.0011, -0.0079, -0.095
Si, 0.0068, 0.0135, -0.0792
Si, 0.0074, 0.0104, -0.0963
Si, -0.0097, 0.0208, -0.0878
Si, 0.0073, 0.0074, -0.0791
Si, 0.0204, -0.0055, -0.1442
Si, -0.017, -0.0066, -0.0871
Si, -0.0235, -0.0068, -0.1027
Si, 0.0105, 0.0223, -0.1031
Si, -0.0099, 0.0219, -0.0822
Si, -0.0168, -0.0196, -0.1098
Si, 0.017, -0.0029, -0.0821
Si, 0.008, 0.0036, -0.0991
Si, 0.0009, -0.0219, -0.1078
Si, 0.0173, -0.003, -0.1002
Si, -0.0078, 0.0059, -0.1077
Si, 0.0004, 0.0038, -0.1269
Si, -0.011, 0.0025, -0.1103
Si, 0.0036, -0.0122, -0.0993
Si, -0.001, -0.0024, -0.1125
Si, 0.0038, 0.0106, -0.0738
Si, -0.0021, 0.0044, -0.0866
Si, -0.008, 0.0105, -0.1235
Si, -0.0164, 0.0143, -0.0912
Si, -0.0058, -0.0122, -0.0934
Si, 0.0128, 0.0058, -0.1378
Si, -0.0224, 0.0052, -0.1067
Si, 0.0121, -0.0243, -0.0906
Si, -0.0298, 0.0294, 0.1677
Si, 0.0006, 0.0159, 0.1728
Si, -0.0012, -0.0055, 0.183
Si, 0.0131, -0.0032, 0.2045
Si, 0.0173, -0.0418, 0.1797
Si, -0.003, 0.0096, 0.2028
Si, -0.0199, 0.0177, 0.1673
Si, -0.0272, 0.0181, 0.1653
Si, -0.0936, 0.0715, 0.2851
Si, -0.0646, 0.1375, 0.193
Si, -0.0372, -0.1461, 0.4286
Si, 0.1095, 0.0828, 0.3255
Si, -0.0039, -0.0332, 0.4353
Si, 0.0509, 0.0942, 0.3726
Si, -0.1151, 0.0546, 0.2039
Si, -0.0911, 0.0936, 0.2106
Si, 0.0331, -0.0263, -0.3704
Si, -0.031, 0.0117, -0.4609
Si, 0.0002, -0.1301, -0.1863
Si, 0.0464, -0.0021, -0.2523
Si, 0.1084, -0.1118, -0.1996
Si, 0.0928, -0.0735, -0.2315
Si, 0.0307, -0.0434, -0.3479
Si, 0.0004, 0.0035, -0.4217
Si, -0.0237, 0.038, -0.1904
Si, -0.0161, 0.0092, -0.1887
Si, 0.024, -0.0118, -0.1679
Si, 0.0152, -0.0232, -0.1807
Si, 0.0448, -0.0313, -0.168
Si, 0.0308, -0.0505, -0.1854
Si, -0.0301, 0.0469, -0.1902
Si, 0.0062, -0.0151, -0.1816
O, 0.0152, 0.0105, 0.0668
O, -0.0052, -0.0113, 0.0375
O, -0.0033, -0.0067, 0.0328
N, 0.0014, 0.0013, 0.0515
N, -0.0107, -0.0043, 0.0505
O, 0.0097, -0.0094, 0.0478
N, 0.0211, 0.0105, 0.0602
O, 0.0223, -0.0177, 0.0576
O, -0.0047, 0.0308, 0.0798
O, 0.0008, 0.0102, 0.0377
O, -0.0147, -0.0203, 0.0456
O, 0.0056, 0.0027, 0.0838
N, 0.0021, -0.0021, 0.0512
O, 0.0176, -0.0164, 0.0428
O, -0.019, -0.0199, 0.0498
O, -0.0135, 0.0138, 0.0463
O, 0.0037, 0.0199, 0.0374
O, 0.0147, -0.0173, 0.0367
O, 0.0256, 0.0032, 0.0647
O, 0.0009, 0.003, 0.0134
N, 0.0132, -0.0045, 0.0521
O, -0.0065, -0.0133, 0.0659
O, -0.0114, 0.0095, 0.0566
O, -0.0162, -0.0112, 0.0506
O, -0.0072, 0, 0.0358
O, -0.0018, -0.0211, 0.0356
O, 0.0051, 0.0081, 0.0266
O, 0.0032, 0.0215, 0.0374
O, -0.0001, -0.005, 0.0403
O, -0.0028, 0.0165, 0.0714
N, -0.0064, -0.0028, 0.0652
O, -0.004, 0.0043, 0.03
O, -0.0169, -0.0271, 0.0753
N, -0.0034, 0.002, 0.0526
O, -0.021, 0.0133, 0.0405
O, 0.0095, 0.0212, 0.0572
O, -0.007, -0.0105, 0.0319
O, 0.0147, -0.0205, 0.0818
O, -0.0084, 0.007, 0.0274
O, -0.0043, -0.0023, 0.0361
O, -0.0108, -0.0134, 0.0374
O, -0.009, 0.012, 0.055
O, 0.0161, -0.0061, 0.0526
O, 0.0051, -0.0139, 0.0999
O, 0.0173, 0.0038, 0.0534
O, 0.03, -0.0002, 0.0501
O, -0.0141, 0.019, 0.0714
O, 0.028, 0.001, 0.054
O, 0.0009, 0.0028, 0.0416
O, 0.0068, -0.0017, 0.0432
N, 0.0159, 0.0144, 0.0461
O, 0.0277, 0.0238, 0.0817
O, 0.0022, 0.0162, 0.0515
N, 0.001, 0.0174, 0.0525
O, 0.0095, -0.0016, 0.0426
N, 0.0075, 0.0029, 0.0491
O, 0.0172, -0.0144, 0.0553
O, -0.0112, 0.0067, 0.0415
O, -0.0032, 0.0233, 0.052
O, 0.0027, 0.0003, 0.0264
O, 0.0088, -0.0077, 0.031
O, -0.0068, 0.006, 0.0327
O, -0.007, 0.0055, 0.0679
O, -0.0087, -0.0127, 0.0882
O, -0.0308, -0.0182, 0.0545
O, 0.0034, 0.0268, 0.0816
N, -0.0159, -0.0101, 0.0767
O, 0.0131, -0.0023, 0.0518
O, -0.0151, -0.0028, 0.036
O, -0.0094, 0.0221, 0.0351
O, -0.0167, 0.022, 0.046
O, -0.0205, 0.0161, 0.0696
O, 0.0163, -0.0225, 0.0421
N, -0.0023, -0.0035, 0.032
H, 0.3281, -0.3385, -0.25
H, -0.2884, 0.1995, -0.3136
H, 0.232, -0.3208, -0.2696
H, -0.313, 0.2913, -0.3105
H, -0.2383, 0.3205, -0.2337
H, 0.3687, -0.2502, -0.2401
H, 0.2777, -0.2389, -0.2611
H, -0.3679, 0.2697, -0.2387
H, 0.3123, -0.323, -0.2322
H, -0.2608, 0.3086, -0.2376
H, -0.2942, 0.3546, -0.2418
H, 0.2696, -0.3074, -0.2299
H, -0.2233, 0.3159, -0.3145
H, 0.4075, -0.2269, -0.2563
H, 0.263, -0.3049, -0.2745
H, -0.258, 0.3316, -0.3101
H, -0.3572, 0.3047, 0.2446
H, 0.2258, -0.3177, 0.2692
H, -0.331, 0.3214, 0.2215
H, 0.3406, -0.195, 0.255
H, 0.2803, -0.3513, 0.289
H, -0.2531, 0.2762, 0.2836
H, 0.3745, -0.2657, 0.267
H, -0.3383, 0.1638, 0.2825
H, -0.2244, 0.3304, 0.2614
H, 0.2844, -0.3273, 0.3075
H, -0.3343, 0.2118, 0.2668
H, 0.2962, -0.352, 0.2886
H, 0.2155, -0.2826, 0.293
H, -0.3297, 0.368, 0.2274
H, -0.3128, 0.3454, 0.2267
H, 0.2421, -0.2955, 0.2603

The program warned: the cutoff lies below the one the program advises for these potential files; the forces do not sum to zero within the program's tolerance; empty levels may hold ghost states of the PAW files; the exchange-correlation potential is rough where the density is thin.
